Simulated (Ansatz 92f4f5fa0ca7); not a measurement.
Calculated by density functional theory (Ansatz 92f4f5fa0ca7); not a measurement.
Periodic cell of 283 atoms, Si197O78H8, from a study of silicon, its oxide and their interface. The atomic structure is a simulated model.

Settings
functional: PBE
potential files: Ansatz PAW
basis: plane waves
wave-function cutoff: 700 eV
density cutoff ratio: 5
exchange-correlation grid ratio: 1
k mesh: 2 x 2 x 1, shifted by 0.5 0.5 0.5 of a step
self-consistency stop: 5e-08 eV per atom in the density residual
occupations: fixed
spin: none
net charge: 0

Cell vectors (angstrom)
a, 10.938, 0, 0
b, 0, 10.938, 0
c, 0, 0, 42.4876

Atoms: element, x, y, z (angstrom)
Si, 0, 0, 40.4356
Si, 5.469, 0, 40.4356
Si, 2.7345, 2.7345, 40.4356
Si, 8.2035, 2.7345, 40.4356
Si, 0, 5.469, 40.4356
Si, 5.469, 5.469, 40.4356
Si, 2.7345, 8.2035, 40.4356
Si, 8.2035, 8.2035, 40.4356
Si, 1.3673, 1.3673, 41.8028
Si, 6.8362, 1.3673, 41.8028
Si, 4.1018, 4.1018, 41.8028
Si, 9.5708, 4.1018, 41.8028
Si, 1.3673, 6.8362, 41.8028
Si, 6.8362, 6.8362, 41.8028
Si, 4.1018, 9.5708, 41.8028
Si, 9.5708, 9.5708, 41.8028
Si, 2.7345, 0, 37.7011
Si, 8.2035, 0, 37.7011
Si, 0, 2.7345, 37.7011
Si, 5.469, 2.7345, 37.7011
Si, 2.7345, 5.469, 37.7011
Si, 8.2035, 5.469, 37.7011
Si, 0, 8.2035, 37.7011
Si, 5.469, 8.2035, 37.7011
Si, 4.1018, 1.3673, 39.0683
Si, 9.5708, 1.3673, 39.0683
Si, 1.3673, 4.1018, 39.0683
Si, 6.8362, 4.1018, 39.0683
Si, 4.1018, 6.8362, 39.0683
Si, 9.5708, 6.8362, 39.0683
Si, 1.3673, 9.5708, 39.0683
Si, 6.8362, 9.5708, 39.0683
Si, 0, 0, 3.417
Si, 5.469, 0, 3.417
Si, 2.7345, 2.7345, 3.417
Si, 8.2035, 2.7345, 3.417
Si, 0, 5.469, 3.417
Si, 5.469, 5.469, 3.417
Si, 2.7345, 8.2035, 3.417
Si, 8.2035, 8.2035, 3.417
Si, 1.3673, 1.3673, 4.7843
Si, 6.8362, 1.3673, 4.7843
Si, 4.1018, 4.1018, 4.7843
Si, 9.5708, 4.1018, 4.7843
Si, 1.3673, 6.8362, 4.7843
Si, 6.8362, 6.8362, 4.7843
Si, 4.1018, 9.5708, 4.7843
Si, 9.5708, 9.5708, 4.7843
Si, 2.7345, 0, 0.6825
Si, 8.2035, 0, 0.6825
Si, 0, 2.7345, 0.6825
Si, 5.469, 2.7345, 0.6825
Si, 2.7345, 5.469, 0.6825
Si, 8.2035, 5.469, 0.6825
Si, 0, 8.2035, 0.6825
Si, 5.469, 8.2035, 0.6825
Si, 4.1018, 1.3673, 2.0497
Si, 9.5708, 1.3673, 2.0497
Si, 1.3673, 4.1018, 2.0497
Si, 6.8362, 4.1018, 2.0497
Si, 4.1018, 6.8362, 2.0497
Si, 9.5708, 6.8362, 2.0497
Si, 1.3673, 9.5708, 2.0497
Si, 6.8362, 9.5708, 2.0497
Si, 0.5589, 10.5152, 29.7399
Si, 6.1619, 10.5199, 29.4297
Si, 2.2878, 3.2358, 29.6612
Si, 7.7761, 3.3142, 29.664
Si, 0.5746, 4.9882, 29.6325
Si, 6.0119, 5.0072, 29.6647
Si, 2.3735, 8.7637, 29.551
Si, 7.7547, 8.6434, 29.5976
Si, 1.4341, 1.4157, 30.9567
Si, 6.9106, 1.401, 30.8084
Si, 4.1525, 4.1118, 30.8633
Si, 9.6448, 4.1538, 30.8776
Si, 1.479, 6.8752, 30.7912
Si, 6.8819, 6.8543, 30.8999
Si, 4.2255, 9.6804, 30.733
Si, 9.6253, 9.5384, 30.8397
Si, 2.8991, 0.0809, 32.2291
Si, 8.3013, 0.0539, 32.2014
Si, -0.0317, 2.7111, 32.2777
Si, 5.4602, 2.672, 32.2208
Si, 2.8522, 5.5604, 32.2233
Si, 8.3288, 5.5602, 32.2619
Si, 0.0287, 8.1424, 32.207
Si, 5.4496, 8.2188, 32.1966
Si, 4.1639, 1.3859, 33.6937
Si, 9.5936, 1.3668, 33.6721
Si, 1.4083, 4.1418, 33.5401
Si, 6.8809, 4.1124, 33.5229
Si, 4.1422, 6.8887, 33.6522
Si, 9.6401, 6.8676, 33.6833
Si, 1.4331, 9.5875, 33.5141
Si, 6.8734, 9.5995, 33.5313
Si, 0.0597, -0.0137, 34.9519
Si, 5.5266, -0.0125, 34.9831
Si, 2.7468, 2.7727, 34.9644
Si, 8.2031, 2.7551, 34.9678
Si, 0.0532, 5.462, 34.9836
Si, 5.52, 5.4744, 34.9455
Si, 2.7413, 8.2357, 34.9686
Si, 8.2204, 8.2445, 34.9596
Si, 1.3862, 1.3837, 36.3275
Si, 6.854, 1.3807, 36.3432
Si, 4.1245, 4.126, 36.326
Si, 9.5853, 4.11, 36.3323
Si, 1.3875, 6.8534, 36.3402
Si, 6.8601, 6.8529, 36.3254
Si, 4.1181, 9.5835, 36.3363
Si, 9.5947, 9.5895, 36.33
Si, 2.7165, -0.0193, 6.159
Si, 8.1798, -0.019, 6.1431
Si, -0.0222, 2.7182, 6.1534
Si, 5.4535, 2.7235, 6.1508
Si, 2.7166, 5.4535, 6.1438
Si, 8.1882, 5.4567, 6.1569
Si, -0.0138, 8.1873, 6.1557
Si, 5.4465, 8.1888, 6.1565
Si, 4.1053, 1.331, 7.5149
Si, 9.5488, 1.3249, 7.5091
Si, 1.3164, 4.119, 7.5079
Si, 6.7754, 4.124, 7.523
Si, 4.0876, 6.7932, 7.5184
Si, 9.5653, 6.8085, 7.5262
Si, 1.3271, 9.5623, 7.5363
Si, 6.7932, 9.5768, 7.5174
Si, -0.0647, -0.0405, 8.9451
Si, 5.4354, -0.0319, 8.9497
Si, 2.7081, 2.7298, 8.7775
Si, 8.1367, 2.7026, 8.7962
Si, -0.0391, 5.4482, 8.9521
Si, 5.4249, 5.4718, 8.9781
Si, 2.6925, 8.1405, 8.8433
Si, 8.1633, 8.1855, 8.8206
Si, 1.3751, 1.4061, 10.1652
Si, 6.8303, 1.4052, 10.2689
Si, 3.977, 4.0353, 10.2525
Si, 9.4462, 4.0166, 10.2147
Si, 1.3531, 6.8526, 10.3196
Si, 6.8523, 6.9095, 10.288
Si, 4.0409, 9.4421, 10.2542
Si, 9.4459, 9.478, 10.2894
Si, 2.6501, -0.0593, 11.4951
Si, 8.1377, -0.0112, 11.6646
Si, -0.0541, 2.691, 11.5414
Si, 5.3779, 2.7202, 11.6309
Si, 2.6756, 5.4154, 11.694
Si, 8.1431, 5.4328, 11.6147
Si, -0.0971, 8.1584, 11.712
Si, 5.4672, 8.2112, 11.7491
Si, 4.4049, 0.8575, 12.7755
Si, 10.0383, 0.8593, 12.8186
Si, 0.7671, 4.4915, 12.856
Si, 6.2871, 4.5615, 12.8397
Si, 4.5621, 6.3007, 12.8759
Si, 9.9534, 6.2587, 12.9392
Si, 0.8288, 10.0589, 12.8195
Si, 6.2793, 10.1705, 12.9983
H, 9.7414, 1.2399, 14.2411
H, 1.2301, 9.7811, 14.2393
H, 4.2326, 6.61, 14.3056
H, 6.6583, 4.2134, 14.2507
O, 9.4845, 6.4345, 14.5306
O, 0.9232, 3.8421, 14.3815
O, 3.6077, 1.1367, 14.206
O, 6.6928, 10.169, 14.6268
H, 0.2109, 5.2957, 28.21
H, 2.627, 2.8454, 28.2543
H, 5.6792, 5.3596, 28.2434
H, 8.1219, 3.0292, 28.2381
O, 11.0508, 0.2112, 28.2862
O, 2.9338, 8.4304, 28.0061
O, 6.1239, 10.9037, 27.7647
O, 7.9165, 8.0784, 28.0377
Si, 3.9815, 10.568, 24.5098
Si, 8.3285, 7.7687, 26.5161
Si, 6.5795, 4.8113, 23.4095
Si, 3.9425, 9.3059, 20.0512
Si, 10.9429, 9.2114, 25.4211
Si, 3.563, 1.4839, 15.776
Si, 2.6973, 1.3537, 22.3991
Si, 9.2586, 5.5679, 24.9166
Si, 4.9218, 7.7859, 17.5437
Si, 8.9829, 6.9862, 15.969
Si, 7.722, 1.4247, 21.052
Si, 7.1456, 0.5198, 26.5931
Si, 2.5621, 7.4111, 21.8841
Si, 10.2517, 0.6742, 26.9789
Si, 10.6218, 7.7185, 22.9143
Si, 3.9272, 6.4447, 24.355
Si, 2.4584, 6.2719, 17.4637
Si, 5.8592, 2.5719, 17.3943
Si, 0.1749, 8.2374, 17.9627
Si, 6.9525, 5.3156, 17.6456
Si, 1.4508, 3.808, 15.904
Si, 6.7345, 9.734, 21.5839
Si, 2.9792, 4.969, 20.0569
Si, 8.9024, 8.2311, 20.3185
Si, -0.0875, 4.0841, 20.4678
Si, 2.1142, 10.8105, 17.9781
Si, 5.521, 2.4225, 25.0361
Si, 7.945, 5.3786, 20.4837
Si, 6.6494, 9.2093, 24.4768
Si, 10.9775, 2.9719, 25.3392
Si, 4.8691, 2.4737, 20.3919
Si, 2.9434, 3.5785, 24.6834
Si, 2.811, 8.4834, 26.3888
Si, 10.664, 2.0818, 22.4338
Si, 6.973, 9.4648, 16.0672
Si, 0.0343, 2.0952, 18.086
Si, 8.2404, 0.8251, 17.9327
O, 8.8546, 6.2374, 26.3507
O, 4.8304, 0.9941, 24.7003
O, 9.8813, 6.629, 23.8559
O, 6.0515, 6.6486, 17.6681
O, 0.3219, 3.1692, 16.895
O, 5.1977, 9.7208, 21.0209
O, 7.1137, 8.8667, 22.9345
O, 10.4362, 2.2634, 26.6902
O, 6.0738, 3.2644, 23.7259
O, 5.0571, 9.3867, 24.2342
O, 8.038, 0.8777, 19.5511
O, 7.0777, 0.3122, 22.0415
O, 2.9381, 2.7125, 23.2913
O, 3.5522, 7.2858, 16.784
O, 0.0746, 3.6118, 22.0136
O, 2.7852, 2.892, 16.0308
O, 8.65, 0.4679, 27.213
O, 1.3501, 1.2228, 18.4928
O, 7.9129, 4.9322, 24.3067
O, 1.3029, 7.0929, 18.2938
O, 10.4712, 2.9004, 19.4111
O, 9.1812, 1.7813, 21.7539
O, 6.4351, 2.4801, 20.9485
O, 4.5295, 8.1574, 19.0735
O, 7.2857, 4.707, 19.1448
O, 3.7567, 7.2635, 25.7818
O, 1.225, 8.2998, 26.0138
O, 2.9719, 10.9198, 23.271
O, 5.041, 2.2115, 18.7797
O, 4.2773, 3.3225, 25.6161
O, 7.7655, 9.3845, 20.3715
O, 7.4029, 2.0802, 17.3583
O, 10.536, 2.058, 24.0525
O, 10.0225, 8.4491, 19.161
O, 1.0097, 7.0884, 22.2206
O, 1.776, 5.3513, 16.3198
O, 9.6587, 8.2037, 21.7322
O, 10.2759, 7.7056, 16.6723
O, 5.0968, 1.7245, 16.2456
O, 1.0894, 1.2389, 21.9639
O, 2.7276, 8.7691, 21.0037
O, 3.821, 1.4388, 21.1742
O, 5.4242, 5.8856, 23.9143
O, 10.9689, 10.8032, 25.7451
O, 7.7595, 10.4013, 17.1653
O, 8.3365, 5.7334, 16.8426
O, 10.3726, 4.4547, 25.2161
O, 6.6958, 2.0475, 26.1205
O, 3.2279, 6.1994, 21.0588
O, 7.2136, 10.5527, 25.2214
O, 2.9011, 5.1689, 24.3474
O, 6.0005, 4.1529, 16.9898
O, 3.1914, 9.9925, 25.8225
O, 1.0122, 9.6218, 17.719
O, 2.8483, 0.2413, 16.5654
O, 3.2505, 10.4387, 19.0957
O, 7.078, 7.9789, 25.4626
O, 10.9595, 9.0413, 23.8022
O, 4.0874, 3.8946, 20.5556
O, 7.928, 6.9527, 20.1321
O, 3.3982, 7.5282, 23.2626
O, 7.071, 5.0574, 21.8451
O, 7.8454, 8.1275, 15.7635
O, 1.6458, 3.1193, 25.5277
O, 9.5582, 8.7308, 26.1003
O, 9.8149, 1.0572, 17.6006
O, 1.3809, 4.6245, 20.0474
O, 3.2997, 5.3346, 18.5051
O, 5.5297, 9.049, 16.7202
O, 9.5536, 5.0644, 20.5355

Results
free energy: -169741.017 eV
free energy less fixed offsets of H -17.10, O -569.03, Si -635.61 eV per atom: -4.707 eV

Forces (eV/angstrom), in the order of the atoms: element, x, y, z
Si, 0.0039, 0.026, 0.0016
Si, 0.0065, 0.0239, -0.0032
Si, 0.0159, -0.0006, 0.0003
Si, 0.0234, 0.0058, -0.0032
Si, -0.0013, 0.0194, -0.0005
Si, -0.0004, 0.0222, 0.0017
Si, 0.0229, 0.0059, -0.0052
Si, 0.0132, 0.0014, -0.0016
Si, 0, -0.0031, 0.0001
Si, 0.0019, 0.001, -0.0002
Si, -0.0053, -0.008, -0.0014
Si, -0.0086, -0.0107, 0.0006
Si, 0.0011, -0.0022, 0.0001
Si, 0.0023, -0.0037, 0.0004
Si, -0.0121, -0.0086, 0.0002
Si, -0.0039, -0.0081, -0.0015
Si, 0.0966, 0.1024, -0.0148
Si, 0.1735, 0.0903, 0.0237
Si, -0.0107, -0.0611, -0.0175
Si, -0.0305, 0.023, -0.0123
Si, 0.148, 0.088, 0.0128
Si, 0.1026, 0.0739, -0.0323
Si, -0.0177, -0.0103, 0.0132
Si, 0.0143, -0.0664, -0.0289
Si, -0.0247, 0.001, 0.0061
Si, -0.0045, -0.0243, 0.0177
Si, 0.0017, -0.0179, -0.0198
Si, -0.011, -0.0117, -0.0104
Si, 0.0015, -0.0293, 0.014
Si, -0.0002, -0.0147, 0.0064
Si, -0.0164, -0.0083, -0.0101
Si, 0.0045, -0.0253, -0.02
Si, 0.0025, 0.0115, 0.0118
Si, -0.0094, 0.0314, 0.016
Si, 0.0218, 0.0158, -0.0113
Si, 0.0053, 0.0097, -0.0138
Si, 0.0112, 0.0155, 0.0163
Si, 0.0093, 0.0082, 0.014
Si, -0.001, 0.0168, -0.0126
Si, 0.0133, 0.0093, -0.0079
Si, 0.0067, 0.0067, 0.0568
Si, 0.0015, 0.0652, -0.0347
Si, -0.1209, -0.1219, -0.041
Si, -0.1345, -0.0885, 0.0146
Si, 0.0054, 0.0483, -0.0288
Si, -0.0021, 0.039, 0.049
Si, -0.1213, -0.0884, 0.0169
Si, -0.0705, -0.1081, 0.0017
Si, 0.0067, 0.0141, -0.0014
Si, 0.0061, 0.0079, 0.0001
Si, 0.0009, 0.0003, -0.0022
Si, -0.0043, 0.0019, 0.0008
Si, 0.0098, 0.0059, 0.0009
Si, 0.0086, 0.0096, -0.0003
Si, -0.0024, 0.0029, 0.0015
Si, 0.0006, -0.0005, -0.0001
Si, -0.0225, -0.0115, -0.0004
Si, -0.0147, 0.0033, 0.001
Si, -0.0099, -0.026, 0.0006
Si, 0.0004, -0.0216, -0.0007
Si, -0.0203, -0.0009, 0.0037
Si, -0.0225, -0.0092, 0.0021
Si, 0.0054, -0.0179, -0.0014
Si, 0.0029, -0.0151, 0.0029
Si, 0.0253, -0.0076, 0.0395
Si, 0.0158, -0.0115, 0.0172
Si, -0.0305, 0.0364, 0.0612
Si, -0.0393, 0.0285, 0.063
Si, 0.0225, -0.0379, 0.0601
Si, 0.0381, -0.0312, 0.0607
Si, -0.0196, 0.0054, 0.0265
Si, -0.0118, 0.0118, 0.0279
Si, 0.0267, 0.0151, -0.065
Si, 0.0002, 0.0394, -0.0536
Si, -0.0035, 0.0064, -0.0529
Si, 0.0006, -0.0059, -0.0691
Si, -0.0254, -0.0063, -0.0606
Si, -0.0114, -0.0288, -0.0534
Si, 0.0152, 0.0051, -0.0486
Si, -0.0089, -0.0015, -0.0681
Si, 0.018, -0.0045, 0.0433
Si, 0.0113, 0.0053, 0.0243
Si, -0.0135, -0.0098, 0.0196
Si, -0.0094, -0.0251, 0.0169
Si, 0.0038, 0.0056, 0.0188
Si, 0.0077, 0.0127, 0.0215
Si, -0.0121, -0.0218, 0.0425
Si, -0.0139, 0.0044, 0.0296
Si, -0.002, 0.017, -0.0542
Si, -0.009, 0.0064, -0.056
Si, 0.0192, 0.0023, -0.0139
Si, -0.0078, 0.0108, -0.0115
Si, 0.0123, -0.0042, -0.06
Si, -0.0004, 0.0097, -0.0595
Si, 0.0022, 0.008, -0.0507
Si, 0.0033, -0.0042, -0.0228
Si, 0.0144, -0.029, 0.0005
Si, 0.0173, -0.0242, -0.0078
Si, -0.0243, 0.0144, -0.0176
Si, -0.0189, 0.018, -0.0123
Si, 0.0204, -0.0202, -0.0093
Si, 0.0233, -0.0303, -0.0173
Si, -0.0181, 0.0188, -0.0022
Si, -0.0219, 0.0117, -0.0068
Si, 0.0038, 0.0044, 0.0109
Si, 0.002, 0.0009, 0.0168
Si, 0.0051, 0.0065, 0.0078
Si, -0.0021, 0.0037, 0.012
Si, 0.0043, -0.0006, 0.0139
Si, 0.001, 0.0068, 0.0087
Si, 0.0029, 0.0048, 0.0156
Si, 0.0069, 0.0056, 0.0118
Si, -0.0086, -0.0062, -0.011
Si, 0.0004, -0.009, -0.0155
Si, -0.0024, -0.0097, -0.0149
Si, -0.0045, 0.0028, -0.0124
Si, -0.0039, -0.0064, -0.0139
Si, -0.0081, -0.0003, -0.0125
Si, -0.0015, 0.0061, -0.0104
Si, 0.0021, -0.0117, -0.0124
Si, 0.0244, -0.0187, -0.0261
Si, 0.0218, -0.0122, 0.0409
Si, -0.0179, 0.0238, -0.0247
Si, -0.0293, 0.0336, 0.0321
Si, 0.0265, -0.0155, 0.0294
Si, 0.0163, -0.0129, -0.0164
Si, -0.0176, 0.0191, 0.0372
Si, -0.0132, 0.0203, -0.0156
Si, -0.0119, -0.0178, -0.0078
Si, -0.0089, -0.0025, 0.0669
Si, 0.0019, -0.001, 0.0629
Si, -0.0029, -0.0123, 0.0648
Si, -0.0013, 0, 0.0641
Si, 0.0093, -0.008, 0.0005
Si, -0.0162, -0.0047, 0.0661
Si, 0.0085, 0.002, 0.0475
Si, 0.0134, 0.0195, -0.014
Si, 0.0184, 0.012, -0.0359
Si, -0.0255, -0.0091, -0.02
Si, -0.0096, 0.0042, -0.041
Si, 0.0116, 0.0191, -0.0387
Si, -0.0027, 0.0161, -0.0213
Si, 0.0087, -0.0035, -0.0413
Si, -0.0093, -0.0059, -0.01
Si, -0.0173, -0.0188, 0.0622
Si, 0.0209, 0.0099, 0.0464
Si, -0.017, -0.0131, 0.0683
Si, 0.0298, 0.0019, 0.0634
Si, 0.0076, 0.0078, 0.0617
Si, -0.0106, -0.0222, 0.0564
Si, 0.0168, 0.0011, 0.0474
Si, -0.0189, 0.0014, 0.0604
Si, 0.0065, -0.0343, -0.0263
Si, 0.0204, -0.0225, -0.0616
Si, -0.0325, 0.0111, -0.0284
Si, -0.0282, 0.0314, -0.0694
Si, 0.0269, -0.0304, -0.075
Si, 0.0234, -0.018, -0.0186
Si, -0.0201, 0.0275, -0.0613
Si, -0.0122, 0.0299, -0.0213
H, -0.0012, -0.0019, -0.0052
H, -0.0025, 0.0014, -0.0043
H, 0.0015, -0.0055, 0.0003
H, -0.0037, 0.0019, -0.0007
O, -0.0003, 0.0047, 0.0115
O, 0.0033, 0.0083, 0.0159
O, 0.0152, 0.0011, 0.0155
O, -0.0109, -0.013, 0.0072
H, 0.0018, -0.0003, 0.0004
H, -0.0006, 0.0025, 0.0003
H, 0.003, -0.0006, 0.0017
H, -0.0001, 0.0023, 0.0006
O, -0.0025, -0.0086, -0.0114
O, -0.0177, 0.0161, -0.0176
O, 0.0201, -0.002, 0
O, 0.0005, 0.0098, -0.0164
Si, -0.0034, -0.0002, -0.0031
Si, -0.0017, -0.0062, 0.0027
Si, -0.0001, 0.0017, -0.0007
Si, -0.0025, 0.0049, 0.0014
Si, 0.0016, 0.0032, -0.006
Si, -0.0052, 0.0007, 0.0003
Si, 0.0031, -0.0056, 0.0036
Si, 0.0017, -0.0025, 0.0038
Si, -0.0033, 0.0029, -0.0015
Si, -0.0003, -0.0007, 0.0014
Si, -0.0021, 0.0016, -0.0017
Si, 0.0021, 0.0079, -0.0007
Si, -0.0019, 0.0022, 0.0036
Si, 0.0019, 0.0058, 0.0043
Si, 0.0011, 0.0003, -0.0031
Si, 0.0029, 0.0015, 0.0014
Si, -0.0002, -0.0025, -0.005
Si, -0.0048, -0.0019, -0.0048
Si, -0.0027, 0.001, -0.0008
Si, 0.0035, -0.0024, -0.0001
Si, -0.0023, -0.0003, -0.0014
Si, -0.001, -0.0009, 0
Si, -0.0001, 0.0013, -0.0053
Si, -0.0012, 0.0033, -0.0036
Si, -0.002, 0.0015, -0.0004
Si, 0.0004, 0.0026, -0.0019
Si, 0.0041, 0.0051, 0.0035
Si, -0.0055, -0.0003, -0.0013
Si, 0.0008, -0.0048, -0.0051
Si, -0.0007, 0.0002, 0.003
Si, -0.004, 0.0027, -0.0104
Si, 0.0002, -0.0002, 0.0063
Si, 0.0046, -0.0021, 0.001
Si, -0.0018, 0.0041, 0.0066
Si, -0.0033, 0.0003, 0.0028
Si, -0.0024, 0.0013, -0.0011
Si, 0.0022, -0.0035, -0.0007
O, -0.0064, 0.0222, -0.0177
O, 0.0066, -0.0081, 0.0033
O, 0.0052, 0.008, 0.0032
O, -0.0056, -0.006, -0.0028
O, 0.0162, -0.0086, 0.0075
O, 0.0081, -0.0103, -0.0026
O, 0.0055, 0.0042, -0.004
O, 0.0046, -0.0178, -0.0168
O, -0.0148, 0.0108, 0.0228
O, 0.0037, 0.0167, 0.0044
O, -0.0014, 0.0118, 0.0107
O, 0.0019, -0.0118, -0.0179
O, -0.0086, -0.0033, 0.0031
O, 0.0038, -0.0082, 0.0307
O, -0.0042, -0.022, -0.0074
O, -0.0141, -0.0095, -0.0047
O, -0.007, 0.0057, -0.0062
O, -0.0127, -0.0064, -0.0183
O, 0.0067, 0.0137, -0.002
O, 0.0044, 0.0009, -0.0263
O, 0.0148, 0.0029, -0.013
O, 0.0026, -0.0013, 0.0038
O, 0.0013, -0.0173, -0.0072
O, -0.0128, 0.012, -0.0116
O, 0.0097, 0.0143, 0.0004
O, -0.0197, 0.0072, 0.0018
O, 0.0047, 0.0129, 0
O, 0.0095, 0.0178, 0.0023
O, 0.0061, 0.0084, 0.0003
O, -0.0066, 0.0017, -0.0305
O, -0.0047, 0.0079, 0.0239
O, 0.0011, -0.0187, 0.0121
O, 0.0103, 0.0224, 0.0005
O, -0.0004, -0.0069, -0.0003
O, 0.0067, 0.0188, 0.0096
O, 0.009, -0.0111, 0.0223
O, -0.0007, -0.0111, -0.0119
O, -0.0095, -0.0016, 0.0121
O, -0.0078, 0.0075, 0.0098
O, 0.0016, 0.0113, 0.0137
O, 0.021, -0.0148, 0.0072
O, -0.0072, 0.012, 0.0173
O, -0.0045, -0.0205, -0.0034
O, -0.0016, -0.0001, 0.007
O, -0.0089, 0.0057, -0.0095
O, -0.0094, 0.0193, -0.0074
O, -0.0098, -0.0077, -0.0056
O, -0.005, -0.0282, -0.0038
O, -0.0163, 0.008, -0.0124
O, -0.0116, -0.0003, 0.0125
O, 0.0224, -0.0014, 0.005
O, -0.0058, -0.0022, 0.0049
O, -0.0055, -0.0113, 0.0009
O, 0.0074, 0.0026, 0.0109
O, -0.0046, 0.0213, 0.0149
O, -0.011, -0.0118, -0.018
O, 0.0182, 0.0129, 0.0076
O, -0.0078, -0.0263, 0.0206
O, 0.0026, -0.0101, -0.005
O, 0.0103, 0.0006, 0.0112
O, -0.0036, -0.0149, -0.0039
O, 0.007, 0.0061, -0.0062
O, 0.0082, 0.001, 0.0089
O, 0.0005, 0.0023, -0.0208
O, -0.0029, -0.0203, -0.0101
O, -0.0047, 0.0131, 0.0161
O, 0.002, -0.0016, 0.0032
O, -0.0123, 0.0173, 0.0066
O, 0.0182, -0.0155, 0.0039
O, -0.0112, -0.0075, -0.0073

The program warned: the cutoff lies below the one the program advises for these potential files; the exchange-correlation potential is rough where the density is thin.
